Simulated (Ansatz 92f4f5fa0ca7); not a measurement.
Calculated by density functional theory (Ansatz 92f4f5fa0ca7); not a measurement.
Periodic cell of 214 atoms, Si131O81As2, from a study of silicon, its oxide and their interface. The atomic structure is a simulated model.

Settings
functional: PBE
potential files: Ansatz PAW
basis: plane waves
wave-function cutoff: 700 eV
density cutoff ratio: 5
exchange-correlation grid ratio: 1
k mesh: 2 x 2 x 1, shifted by 0.5 0.5 0.5 of a step
self-consistency stop: 5e-08 eV per atom in the density residual
occupations: fixed
spin: none
net charge: 0

Cell vectors (angstrom)
a 10.938 0 0
b 0 10.938 0
c 0 0 31.5432

Atoms: element, x, y, z (angstrom)
Si 10.3968 0.5108 24.1828
Si 6.0682 10.4547 24.1887
Si 2.1125 3.272 24.0821
Si 8.7155 2.2522 24.2673
Si 0.4696 5.0873 24.1298
Si 5.0836 5.9019 24.1768
Si 3.4046 7.6341 24.1408
As 7.7637 8.6359 23.9902
Si 1.2927 1.439 25.3686
Si 6.9435 1.2985 25.4829
Si 4.0291 4.108 25.3016
Si 9.654 4.1008 25.3922
Si 1.4899 6.821 25.3433
Si 6.798 6.9407 25.4393
Si 4.2098 9.511 25.3445
Si 9.4659 9.6341 25.4101
Si 2.7523 0.007 26.6093
Si 8.2342 -0.0116 26.9387
Si 0.0049 2.7528 26.8613
Si 5.4462 2.7245 26.6452
Si 2.7549 5.4519 26.8126
Si 8.2243 5.4977 26.6683
Si 0.0158 8.2102 26.6206
Si 5.4604 8.2107 26.8851
Si 4.099 1.3586 28.0521
Si 9.5868 1.3973 28.2257
Si 1.3856 4.11 28.1844
Si 6.8206 4.114 28.0372
Si 4.0851 6.8275 28.1892
Si 9.6048 6.8419 28.0595
Si 1.3732 9.5887 28.0272
Si 6.8369 9.5596 28.2285
Si 0.0285 -0.0145 29.494
Si 5.4467 0.0215 29.4995
Si 2.7553 2.7145 29.489
Si 8.1697 2.771 29.4937
Si -0.0052 5.4829 29.4953
Si 5.482 5.4561 29.4904
Si 2.7047 8.2249 29.4827
Si 8.2372 8.1728 29.5005
Si 1.3673 1.3673 30.8594
Si 6.8362 1.3673 30.8594
Si 4.1018 4.1018 30.8594
Si 9.5708 4.1018 30.8594
Si 1.3673 6.8362 30.8594
Si 6.8362 6.8362 30.8594
Si 4.1018 9.5708 30.8594
Si 9.5708 9.5708 30.8594
Si 2.7345 0 0.6835
Si 8.2035 0 0.6835
Si 0 2.7345 0.6835
Si 5.469 2.7345 0.6835
Si 2.7345 5.469 0.6835
Si 8.2035 5.469 0.6835
Si 0 8.2035 0.6835
Si 5.469 8.2035 0.6835
Si 4.1154 1.3483 2.0523
Si 9.5398 1.3852 2.0395
Si 1.3308 4.1325 2.054
Si 6.8534 4.0724 2.0516
Si 4.0793 6.8598 2.0376
Si 9.5894 6.8167 2.0512
Si 1.3786 9.5578 2.0526
Si 6.8293 9.574 2.0654
Si -0.0427 -0.0135 3.3413
Si 5.4624 -0.0117 3.4839
Si 2.6969 2.7198 3.3386
Si 8.1834 2.6988 3.4902
Si -0.0269 5.4707 3.5089
Si 5.4579 5.4699 3.3253
Si 2.7364 8.2052 3.4773
Si 8.2223 8.1837 3.3801
Si 1.2932 1.3634 4.6725
Si 6.8392 1.306 4.911
Si 4.0653 4.1148 4.6397
Si 9.5284 4.0656 4.8919
Si 1.353 6.8731 4.8831
Si 6.8352 6.7997 4.6867
Si 4.1037 9.5641 4.8888
Si 9.5732 9.5683 4.7438
Si 2.6187 0.0413 6.1066
Si 8.2284 -0.13 6.2636
Si -0.0235 2.6483 6.1865
Si 5.3772 2.7687 6.0715
Si 2.7502 5.4323 6.1201
Si 8.0935 5.4384 6.1824
Si -0.002 8.3005 6.2267
Si 5.564 8.1508 6.1496
Si 3.4714 1.9453 7.1741
Si 10.0242 0.8312 7.4671
Si 1.7678 3.6616 7.3285
Si 6.2051 4.5283 7.383
Si 4.6315 6.3086 7.2456
Si 9.1701 7.1903 7.3161
Si 0.8934 10.1567 7.521
Si 7.4146 8.8865 7.4794
O 4.5468 6.6015 8.8707
O 1.3811 3.996 8.9121
O 9.7747 6.5546 8.7274
O 1.3013 10.107 9.153
O 6.0626 4.2265 9.0236
O 3.695 1.6371 8.7703
O 7.1444 8.9684 9.1287
O 9.6571 1.0849 9.0689
O 8.2388 2.599 22.7316
O 10.9433 5.64 22.6306
O 5.7573 0.0068 22.6358
O 5.4815 5.5168 22.6119
O 2.2153 2.8827 22.4728
O 3.3764 7.8541 22.4908
O -0.2954 11.1445 22.5652
Si 2.1648 2.938 12.8519
Si 8.6865 1.3192 10.3522
Si 1.1073 4.4979 15.2984
Si 7.5576 5.5878 12.1783
Si 2.4448 8.2007 21.2055
Si 5.4296 7.7938 12.4475
Si 9.2794 0.4514 15.5089
Si 2.9414 -0.0329 16.6433
Si 10.4654 1.1432 12.6076
Si 7.8181 2.8306 21.1936
Si 9.1412 8.7759 14.4675
Si 1.4685 4.7636 10.3463
Si 4.5053 9.4799 19.1165
Si 11.081 6.1244 21.0732
Si 6.6371 10.4512 14.8339
Si 5.4727 0.7049 21.1933
Si 2.3432 9.8074 10.3858
Si 0.5397 10.6689 21.2453
Si 5.9888 5.3497 21.0828
Si 3.6362 7.0773 10.1067
Si 9.0956 5.6884 14.8041
Si 3.7461 4.1559 19.082
Si 10.0966 3.6647 19.3169
Si 4.2744 8.6819 15.331
Si 0.4767 1.9226 17.1355
Si 6.8758 7.5435 19.0918
Si 5.3246 3.6235 16.7167
Si 7.8447 4.9556 17.4763
Si 6.6607 9.9328 10.3524
Si 4.3809 1.0556 10.0954
Si -0.0311 9.075 11.9155
As 9.1312 8.8254 20.7955
Si 4.5716 1.6652 14.5535
Si 2.5795 2.1458 21.0708
Si 6.3356 3.3461 10.3682
Si 3.4933 5.9239 16.7047
Si 9.8865 6.528 10.3426
O 0.1936 2.6451 18.5685
O 2.9473 9.6511 15.5564
O 10.946 4.7741 20.163
O 7.5948 2.429 9.92
O 10.9208 5.3258 10.7937
O 6.6159 6.748 12.8454
O 10.3299 8.0436 10.794
O 7.6872 9.4605 13.9878
O 8.4062 6.2048 10.9339
O 5.3673 10.4794 20.0698
O 2.1633 3.6955 11.39
O 8.1319 8.5896 19.3141
O 6.4493 6.8084 20.5026
O 5.5138 2.7411 15.3587
O 1.4665 0.9834 20.7152
O 6.0541 9.0638 11.6023
O 4.7345 5.0329 16.1351
O 6.7005 3.8017 17.5771
O 10.4986 10.6462 11.8265
O 5.6047 0.4982 13.9732
O 8.1326 4.9969 15.8896
O 9.7433 9.8114 15.5874
O -0.3163 5.2211 15.0571
O 1.5864 6.863 20.8144
O 1.5286 0.6487 17.1499
O 6.6859 1.7223 20.7875
O 1.0209 1.762 12.8172
O 3.2717 5.5344 18.2981
O 9.5331 2.0048 11.5821
O 0.9981 3.0997 16.1314
O 8.6223 5.1638 13.337
O 10.296 8.5546 13.3285
O 1.5105 9.4383 21.7103
O 10.4176 10.0195 20.1499
O 3.1854 0.2102 10.8675
O 5.0915 2.3529 10.8254
O 1.7726 4.1326 13.8704
O 7.9093 10.8825 10.8292
O 9.1862 4.5007 18.2572
O 5.6552 9.5001 15.7527
O 5.5254 -0.0308 9.7112
O 3.6016 2.2746 13.3608
O 2.0643 5.6036 16.0013
O 9.7259 1.0517 14.0523
O 4.416 6.9334 11.5152
O 4.834 4.6535 20.1809
O 9.9657 1.3362 16.6651
O 6.6728 4.3194 11.6418
O 5.5881 8.3936 18.543
O 9.1461 2.717 20.2546
O 3.6441 1.1449 15.7817
O 4.2886 3.126 17.9051
O 9.9089 7.191 20.6777
O 3.341 8.6544 9.8199
O 3.9478 7.4415 16.3381
O 7.6441 0.4823 15.6999
O 8.905 7.2908 15.051
O 4.058 1.4958 21.2556
O 1.594 9.1491 11.6995
O 2.3206 6.1417 10.1912
O 7.2873 6.3951 18.0074
O 7.2783 4.3585 21.032
O 4.5608 8.2524 13.7671
O 3.3548 8.6633 19.9421
O 2.6268 3.2857 19.894
O 3.7635 10.3709 17.9592

Results
free energy: -139071.998 eV
free energy less fixed offsets of As -4857.07, O -569.03, Si -635.61 eV per atom: -1.518 eV

Forces (eV/angstrom), in the order of the atoms: element, x, y, z
Si -0.0139 0.0327 -0.0713
Si 0.0233 -0.024 -0.0255
Si -0.0429 0.0351 -0.0561
Si 0.0151 -0.0295 -0.0499
Si 0.0235 -0.0345 -0.0719
Si -0.016 0.0289 -0.0473
Si 0.0283 -0.048 -0.0608
As 0.0006 0.0025 0.0189
Si -0.0087 0.0118 -0.0082
Si -0.0029 -0.0421 -0.0285
Si -0.0305 0.0179 -0.0004
Si 0.0067 -0.0216 -0.0072
Si 0.0264 0.0095 0.0007
Si 0.0165 0.0456 -0.0317
Si 0.0363 -0.0045 0.0123
Si -0.0493 -0.0022 -0.0219
Si 0.0162 -0.0012 0.051
Si -0.0034 0.0274 0.0059
Si 0.0127 0.0077 -0.0051
Si -0.0224 0.0043 0.057
Si 0.0108 -0.0052 -0.016
Si -0.0073 0.0012 0.0694
Si -0.0011 -0.0047 0.0609
Si -0.0185 0.0124 -0.0021
Si 0.0055 -0.0125 0.0049
Si -0.023 -0.0173 -0.026
Si -0.0102 0.0107 -0.0143
Si 0.0132 0.0149 0.007
Si 0.0121 0.0141 -0.0248
Si 0.0065 0.002 0.006
Si -0.005 -0.0096 0.0152
Si -0.0016 -0.0004 -0.006
Si 0.0225 -0.0214 -0.0211
Si -0.0194 0.0161 -0.0194
Si 0.0182 -0.0243 -0.015
Si -0.0045 0.0246 -0.016
Si -0.0153 0.0203 -0.0318
Si 0.0192 -0.0228 -0.0162
Si -0.026 0.0122 -0.0187
Si 0.0151 -0.0133 -0.0181
Si 0.192 -0.0864 0.0716
Si -0.1677 0.1247 -0.0223
Si 0.1274 -0.1493 0.0209
Si -0.1349 0.1587 -0.0507
Si -0.1142 0.1572 -0.0206
Si 0.1212 -0.1741 0.0485
Si -0.1602 0.0901 -0.0649
Si 0.1614 -0.0904 0.0385
Si 0.0858 -0.1055 0.0493
Si -0.1751 0.0441 -0.0641
Si -0.1727 0.1263 -0.0442
Si 0.0663 -0.1267 0.0374
Si -0.1669 0.111 -0.0526
Si 0.1039 -0.1492 0.092
Si 0.1423 -0.1435 0.0548
Si -0.0451 0.1378 -0.0529
Si 0.0222 -0.0242 0.0171
Si -0.0207 0.0139 0.0182
Si -0.0181 0.0178 0.0168
Si 0.02 -0.0254 0.0169
Si -0.0145 0.0204 0.0167
Si 0.0187 -0.0197 0.0187
Si 0.0265 -0.0244 0.0195
Si -0.0288 0.0273 0.0143
Si -0.0042 0.0058 0.0116
Si 0.0022 0.0004 -0.0148
Si 0.0045 0.0167 0.0318
Si -0.0024 -0.0028 -0.0049
Si -0.0069 0.0007 0.0067
Si -0.0066 -0.0007 0.016
Si -0.0055 0.0023 -0.0073
Si 0.0088 -0.0136 0.0239
Si -0.0074 0.0004 0.0116
Si 0.0079 -0.0012 -0.0495
Si -0.005 -0.0038 0
Si 0.0036 0.0035 -0.0829
Si 0.0058 0.0029 -0.0737
Si 0.0051 0.0018 0.0087
Si 0.0068 -0.0052 -0.0474
Si 0.0017 0.0037 0.0185
Si -0.0155 -0.0037 0.0066
Si 0.0028 -0.0219 -0.0093
Si 0.0107 -0.0178 0.0153
Si -0.0034 0.0062 -0.0034
Si 0.0144 -0.01 0.0067
Si -0.0361 -0.0048 0.013
Si 0.0041 0.0294 0.0085
Si 0.0194 0.005 0.0033
Si -0.0478 0.0537 0.0689
Si 0.0225 -0.0199 0.0523
Si 0.0328 -0.0309 0.0413
Si -0.0576 0.0234 0.053
Si 0.0438 -0.0332 0.0536
Si -0.0128 0.0092 0.0549
Si -0.0125 0.0454 0.0516
Si 0.0272 -0.0468 0.0438
O -0.0188 0.0039 0.0059
O -0.0001 0.024 0.007
O -0.0045 0.0101 0.0067
O 0.0022 -0.0074 -0.011
O 0.0178 -0.0086 0.004
O 0.0306 -0.0214 0.0132
O -0.0011 0.0277 0.0011
O -0.0074 0.0003 -0.0009
O -0.0007 0.0032 -0.0062
O 0.0087 0.0015 -0.0033
O -0.001 0.0059 -0.0092
O 0.0048 -0.0003 -0.0098
O 0.0159 -0.0088 0.0028
O -0.0159 0.0067 0.0152
O 0.0133 -0.0126 -0.0033
Si 0.0042 -0.0033 0.0012
Si -0.0086 0.0065 0.0069
Si 0.0069 0.0018 -0.0022
Si -0.0034 0.0035 0.0002
Si -0.0006 -0.0028 -0.0096
Si -0.0002 -0.0015 0.0025
Si -0.0008 0.0056 0.0058
Si -0.0006 0.0031 0.0052
Si 0.0076 0.0027 0.004
Si 0.0049 0.0037 -0.0075
Si -0.0033 -0.0032 0.0026
Si -0.0011 -0.0028 -0.0038
Si 0.0024 -0.0068 0.002
Si -0.0006 0.0032 -0.0095
Si 0.0014 0.0043 0
Si 0.0003 -0.009 -0.0132
Si 0.01 0.0016 0.0129
Si 0.0042 0.0023 0.0035
Si 0.0064 0.0023 -0.0033
Si 0.0012 -0.0084 0.0014
Si -0.0026 -0.0011 0.0008
Si -0.0064 -0.0006 0.0061
Si 0.0031 0.0006 0.0051
Si 0.0022 0.0005 0.0012
Si 0.0005 0.0011 0.0058
Si 0.0033 0.0099 -0.0063
Si 0.0048 -0.0018 0.0005
Si -0.0033 -0.0003 0.0078
Si -0.0096 0.0055 0.0011
Si -0.0002 0.0118 -0.0128
Si 0.0017 -0.0001 0.0012
As -0.0014 -0.0025 0.0099
Si 0.0011 0.003 -0.0033
Si 0.0075 -0.0014 -0.0039
Si 0.0024 -0.0018 -0.0001
Si -0.0009 0.0022 0.006
Si 0.001 -0.0089 0.0011
O -0.0155 0.0117 -0.016
O 0.0217 0.0017 0.0098
O -0.0144 0.0045 0.0032
O -0.0048 -0.0112 0.0237
O -0.0081 0.0117 -0.0189
O 0.0059 0.0004 -0.0236
O 0.0057 -0.0089 0.0058
O 0.0167 -0.0013 0.0352
O 0.0061 -0.01 0.0157
O -0.0189 0.0195 0.0181
O -0.0096 0.0017 -0.0094
O -0.0163 -0.0355 0.0039
O 0.0013 -0.0109 -0.0235
O 0.0073 -0.0061 -0.0019
O 0.0105 0.0052 0.0288
O -0.0047 -0.0126 -0.0233
O -0.0186 -0.0024 0.0284
O 0.0002 0.0189 -0.0101
O 0.0047 0.0076 0.0134
O -0.0038 0.0088 0.0362
O 0.0223 0.0085 -0.0037
O -0.0222 0.0109 -0.0292
O -0.0033 -0.0011 0.0001
O -0.0094 0.0192 0.0173
O -0.0043 0.0156 -0.0075
O -0.0018 -0.0001 0.025
O -0.0111 0.0126 -0.0038
O 0.0201 -0.0222 -0.0268
O -0.0007 -0.0144 -0.0111
O -0.0073 0.0068 0.0017
O -0.0084 0.0176 0.002
O -0.0037 0.0159 0.0007
O -0.0003 0.0084 -0.0227
O 0.0165 0.0125 0.0192
O 0 -0.0229 -0.0215
O 0.0256 -0.0106 -0.0296
O -0.0074 -0.0205 0.0127
O -0.0102 0.0147 -0.0314
O -0.0071 -0.01 0.0019
O -0.0065 0.0074 -0.0319
O 0.0006 0.0076 0.0267
O -0.0196 0.0012 0.0155
O 0.0095 -0.0191 -0.0095
O 0.0075 -0.016 -0.0034
O 0.0034 0.0249 -0.0151
O 0.0088 0.0129 0.0006
O 0.0161 -0.0069 -0.0198
O 0.0152 0.006 -0.0212
O 0.0061 0.0018 0.0279
O -0.0123 0.022 0.0018
O 0.0047 -0.0102 -0.0158
O -0.004 0.0337 -0.0011
O 0.0187 -0.0145 0.0066
O -0.015 0.0069 0.0159
O -0.0027 -0.0026 -0.0166
O 0.0153 -0.0124 -0.0259
O 0.0042 0.0019 -0.0153
O 0.0031 0.0011 -0.0087
O -0.0011 0.0041 -0.0309
O 0.0161 -0.0073 -0.0014
O 0.0041 -0.0121 0.0147
O -0.0129 -0.0095 0.0035
O 0.0112 -0.0022 -0.0046
O 0.0082 0.0105 0.0116
O 0.0213 -0.0168 0.022
O -0.0058 -0.0051 -0.0094

The program warned: the cutoff lies below the one the program advises for these potential files; the exchange-correlation potential is rough where the density is thin.
